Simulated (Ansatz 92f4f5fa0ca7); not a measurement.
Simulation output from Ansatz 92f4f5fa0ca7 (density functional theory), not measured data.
Periodic cell of 225 atoms, Si132O91As2, from a study of silicon, its oxide and their interface. The atomic structure is a simulated model.
Doubt: the cutoff is far below the 930 eV that the study's wrapper takes by default for these files, so forces and energies are approximate.
This geometry differs little from another in the collection (a relaxation step or a small displacement).

Settings
functional: PBE
potential files: Ansatz PAW
basis: plane waves
wave-function cutoff: 580 eV
density cutoff ratio: 5
exchange-correlation grid ratio: 1
k mesh: 1 x 1 x 1, Gamma-centred
self-consistency stop: 5e-08 eV per atom in the density residual
occupations: fixed
spin: none
net charge: 0

Cell vectors (angstrom)
a	10.938	0	0
b	0	10.938	0
c	0	0	31.9494

Atoms and the computed forces on them: element, x, y, z (angstrom), force x, y, z (eV/angstrom)
Si	10.6526	-0.0026	24.4405	-0.0013	-0.0025	-0.0013
Si	5.1024	0.1212	24.692	0.0016	0.001	-0.0022
Si	2.8581	2.2916	24.5589	0.0026	0.0024	0.0001
Si	8.5979	2.4297	24.5985	0	-0.0002	-0.0026
Si	10.7356	5.5835	24.3579	0.0038	0.0025	-0.0016
Si	5.1847	5.6128	24.4731	0	-0.002	-0.001
Si	3.0191	7.9511	24.4404	-0.0004	-0.0013	-0.0044
Si	8.4489	7.8236	24.4485	0.0022	0.0032	0.0016
Si	1.3168	1.132	25.8554	0.001	0.0008	-0.0016
Si	6.8369	1.3256	25.7644	-0.0018	0.0004	0.0008
Si	4.0131	4.0105	25.7555	0.0016	-0.0022	-0.0005
Si	9.7128	4.0233	25.8745	-0.0004	0.0002	-0.0002
Si	1.3614	6.7914	25.6902	-0.002	-0.0007	0.0014
Si	6.8277	6.7199	25.773	0.0008	-0.0001	-0.0021
Si	4.0242	9.4674	25.983	-0.0008	0.002	0.0006
Si	9.5064	9.4405	25.8235	-0.0005	-0.0006	0
Si	2.6504	-0.135	27.3057	0.0038	-0.0001	-0.0017
Si	8.1553	-0.0728	27.1639	0.0058	0.0013	-0.0004
Si	0.0974	2.6523	27.2245	-0.0012	-0.002	0.0008
Si	5.4706	2.7173	27.1336	-0.0018	-0.0022	-0.0005
Si	2.6841	5.4113	27.1268	0.0016	0.0026	0.001
Si	8.2079	5.363	27.1529	0.0016	0.0001	0.0026
Si	0.0265	8.1458	27.1471	0.0034	0.0013	-0.0006
Si	5.5306	8.1377	27.1983	0.0008	-0.0009	0.0016
Si	4.0949	1.3278	28.5118	0.0041	0.0019	-0.0015
Si	9.5515	1.3268	28.512	-0.0008	-0.0026	-0.0007
Si	1.3982	4.0655	28.5773	0.004	-0.0007	0.0023
Si	6.821	4.0597	28.5423	0.0017	-0.0009	0.0019
Si	4.0934	6.7801	28.4995	-0.0003	-0.0035	-0.0002
Si	9.5669	6.7812	28.4963	0.0014	-0.0021	-0.0009
Si	1.3007	9.4801	28.6338	-0.0032	-0.0047	0.0037
Si	6.8367	9.5318	28.5783	0.0005	-0.0012	0.0026
Si	-0.027	-0.0041	29.9201	0.0034	-0.0005	-0.0025
Si	5.4684	-0.0083	29.9031	-0.0008	-0.0011	0.0004
Si	2.7704	2.7108	29.9118	-0.0024	0.0001	-0.0001
Si	8.2062	2.7142	29.8945	-0.0008	0.0015	-0.0008
Si	0.0026	5.452	29.8971	-0.0015	0	0.0002
Si	5.4671	5.4537	29.8957	0.001	0.0002	-0.001
Si	2.7554	8.1609	29.9116	-0.0001	0.0032	-0.0016
Si	8.2327	8.1734	29.8977	-0.0013	0.0005	0.0009
Si	1.3673	1.3673	31.2657	0.0803	-0.01	-0.0367
Si	6.8362	1.3673	31.2657	0.0763	-0.0353	0.0127
Si	4.1018	4.1018	31.2657	0.1205	-0.0872	0.1135
Si	9.5708	4.1018	31.2657	-0.0493	-0.1252	-0.0452
Si	1.3673	6.8362	31.2657	0.0534	-0.1784	0.0667
Si	6.8362	6.8362	31.2657	0.0775	-0.0387	-0.0836
Si	4.1018	9.5708	31.2657	-0.0149	-0.1036	0.0021
Si	9.5708	9.5708	31.2657	-0.132	-0.1515	0.1747
Si	2.7345	0	0.6835	-0.0775	0.093	-0.026
Si	8.2035	0	0.6835	-0.1147	0.0693	-0.1303
Si	0	2.7345	0.6835	0.0226	0.1317	-0.0084
Si	5.469	2.7345	0.6835	-0.0449	0.1263	0.0866
Si	2.7345	5.469	0.6835	-0.0782	-0.0108	-0.0731
Si	8.2035	5.469	0.6835	-0.0672	0.0856	-0.0694
Si	0	8.2035	0.6835	0.0113	0.1401	0.0559
Si	5.469	8.2035	0.6835	-0.0496	0.1172	-0.0304
Si	4.0738	1.3961	2.057	0	-0.0012	-0.0009
Si	9.577	1.3665	2.0357	-0.0016	-0.0001	0.0015
Si	1.3472	4.1397	2.052	-0.0019	-0.0038	-0.0016
Si	6.8188	4.1387	2.0447	0.0024	-0.0026	0.003
Si	4.0909	6.8448	2.0413	0.0012	-0.0016	0.0027
Si	9.5582	6.8529	2.0483	-0.0001	0.0002	0.0003
Si	1.354	9.6061	2.051	0.0012	0.0001	0.0021
Si	6.792	9.6307	2.0332	-0.001	0.0014	-0.0005
Si	0.0082	0.0494	3.4468	0.0033	0.0016	0
Si	5.4399	0.0566	3.4413	0.0044	-0.0047	-0.0005
Si	2.7069	2.7858	3.4152	0.0013	0.0039	-0.003
Si	8.2305	2.7824	3.3461	0.0037	0.0012	-0.0034
Si	0.008	5.5259	3.4432	0.0045	0.0023	0.0001
Si	5.4615	5.52	3.4351	-0.0041	0.0019	0.002
Si	2.7379	8.2453	3.3814	0.0027	0	-0.0046
Si	8.1857	8.2841	3.3418	-0.0008	-0.0011	-0.0027
Si	1.3416	1.4717	4.8297	-0.0079	-0.0077	0.0015
Si	6.8429	1.4948	4.7162	-0.005	0.0015	0.0039
Si	4.0476	4.1662	4.7871	0.0097	-0.0019	0.0026
Si	9.5814	4.1079	4.7549	-0.0073	-0.0025	0.0006
Si	1.3574	6.9697	4.7918	-0.01	0.001	0.0031
Si	6.8209	6.9934	4.7274	0.0026	-0.0105	0.0027
Si	4.0731	9.5813	4.7912	-0.004	0.0058	0.0058
Si	9.5241	9.6158	4.7479	0.0017	0.0026	0.003
Si	2.6777	0.0201	6.1162	0.0091	-0.0089	0.0045
Si	8.2051	0.1302	6.0495	-0.0007	-0.0041	-0.0058
Si	-0.0093	2.8432	6.2714	0.011	0.0067	-0.0052
Si	5.478	2.8283	6.1204	0.0005	0.0021	0.0005
Si	2.7395	5.6263	6.1461	0.0004	-0.0029	-0.0004
Si	8.2268	5.5947	5.9552	0.001	0.0054	0.0001
Si	-0.0604	8.3166	6.1796	0.0086	-0.0002	0.0006
Si	5.4928	8.3119	6.2227	-0.0051	-0.0005	-0.0008
Si	4.3639	1.1429	7.3545	-0.0026	-0.0013	-0.004
Si	9.6891	1.2325	7.5072	0.0005	-0.0153	0.0231
Si	1.1862	4.5114	7.5036	-0.0032	-0.0044	0.0054
Si	6.6222	4.5647	7.2845	-0.0069	-0.0061	-0.0165
Si	4.303	6.7518	7.5564	-0.0014	0.0054	-0.0019
Si	9.7428	6.6301	7.4543	-0.0021	-0.0045	0.0008
As	1.1397	9.8182	7.7017	0.0114	-0.004	-0.0137
Si	6.7072	9.9513	7.4486	0.0031	0.0084	0.0071
O	9.6073	1.233	24.0064	0.0006	0.0005	0.0007
O	4.1299	6.7992	23.969	0.0005	0.0016	0.0014
O	4.042	1.2345	24.052	-0.0007	-0.0013	0.0005
O	9.5644	6.6953	23.9207	-0.0002	-0.0007	-0.0002
O	-0.0052	5.5811	7.9876	0.0044	0.0013	-0.0038
O	5.5132	0.0798	7.9293	0.0027	-0.0018	-0.001
O	-0.1278	0.1622	8.0828	-0.0241	0.0242	0.0053
O	5.4972	5.6343	7.8672	0.0122	0.0037	0.0077
O	7.5895	4.1341	8.5343	0.006	-0.0047	0.0063
O	8.8121	7.1008	8.7458	-0.0002	0.0015	0.0003
O	8.7734	1.7617	8.8041	0.0026	0.0056	-0.0089
O	7.6147	9.4686	8.7513	0.0002	-0.0009	-0.0023
O	3.5928	1.7914	8.6509	0.001	0.003	0.0016
O	3.569	7.2726	8.9588	0.0034	-0.0025	-0.0033
O	2.0677	3.99	8.8152	-0.0015	0.0028	-0.0011
O	8.1717	3.492	23.4037	0.0013	-0.0003	0.0004
O	0.481	4.9327	22.9751	0.0001	-0.0003	-0.0001
O	1.9511	2.7533	23.2701	0.0007	-0.001	0.0004
O	5.8599	4.9091	23.1395	0	0.0008	0.0003
O	5.5554	9.9767	23.5412	0.0003	0.0005	0.001
O	2.4867	8.7001	23.0622	0.0012	-0.0002	0.0006
O	0.2182	10.0594	23.1103	0.0004	0.0003	0.0006
O	7.8245	8.5656	23.106	0.0007	-0.0008	-0.0011
Si	8.7286	7.6783	18.5009	0.0012	0.0003	0.0001
Si	8.9272	6.3312	13.6452	0.0018	-0.0006	-0.0011
Si	3.8856	1.5174	14.7802	0.0011	0.0002	-0.0001
Si	2.2238	5.733	17.664	0.0016	0.0001	-0.0004
Si	2.4666	3.1309	19.5278	0.0012	0	0.0007
Si	9.9748	9.0032	12.0695	0.001	-0.0004	-0.0005
Si	1.3725	9.4173	22.1142	0.0011	-0.0004	0.0004
Si	9.3017	0.936	13.2547	0.0017	-0.0001	-0.0009
Si	1.4766	5.0055	13.087	0.0009	-0.0019	-0.001
Si	1.9201	8.1888	12.9297	0.0002	0.0001	0.0004
Si	6.6885	9.5475	22.4708	0.0006	-0.0003	0.0006
Si	4.6174	4.5764	15.7611	0.0011	-0.0002	-0.0001
Si	8.2082	3.0804	9.5877	0.0053	-0.0014	-0.0008
Si	0.9111	8.2267	19.306	0.0017	-0.0003	0.0009
Si	6.9993	1.3414	21.143	0.0011	-0.0004	0.0012
Si	8.3451	8.3484	9.6931	0.0032	-0.0005	-0.0011
Si	10.9743	5.1825	15.6513	0.0014	-0.0004	-0.0004
Si	7.6537	9.5083	16.4054	0.0011	0.0001	-0.0002
Si	9.9798	2.0446	20.348	0.001	0.0002	0.0005
As	3.3235	8.7591	10.0488	0.0033	-0.0012	0.0015
Si	6.7649	3.3216	17.4699	0.0017	0	-0.0002
Si	1.2176	0.1995	19.8399	0.0015	0.0001	0.0007
Si	3.2884	2.795	12.3465	0.0004	0.0003	0.0002
Si	7.2803	5.3759	19.7323	0.0012	0	0.0004
Si	6.0031	8.6175	11.6721	0.0028	0.0005	-0.001
Si	5.9253	6.0281	13.2756	0.0011	-0.0005	0.0009
Si	4.7076	9.696	17.6957	0.0015	-0.0001	-0.0002
Si	1.0596	3.5966	22.2062	0.0009	0	0.0007
Si	4.9515	1.4727	18.8591	0.0014	0	0.0001
Si	3.1978	3.0793	9.5533	-0.0003	-0.0026	-0.0038
Si	6.5762	10.8234	13.8668	0.0007	0	-0.0003
Si	10.4272	0.1303	16.0615	0.0018	0	-0.0004
Si	5.6882	3.6584	11.1768	0.0006	-0.0002	-0.0005
Si	9.9364	3.852	11.9197	0.0022	-0.0002	-0.0015
Si	2.4065	9.9123	15.652	0.0011	0.0005	0.0014
Si	6.1427	8.1004	19.8556	0.0011	0.0005	0.0011
Si	6.9734	3.9704	22.4138	0.0006	-0.0003	0.0007
Si	9.8205	2.7904	17.4332	0.0015	-0.0003	-0.0001
O	7.3492	6.3078	14.0298	0.0012	0.0001	-0.0001
O	1.9526	7.0403	18.7162	0.0009	0.0004	-0.0003
O	10.3336	4.069	16.6105	0.0021	0	-0.0001
O	6.2408	9.9603	17.1297	0.001	0.0001	-0.0003
O	10.2527	0.6958	14.5477	0.0017	-0.0002	-0.0002
O	8.507	6.0944	18.9021	0.0017	-0.0001	-0.0004
O	5.2784	0.6871	14.4782	0.0022	-0.0003	-0.0006
O	5.7767	2.0369	17.5793	0.0009	-0.0004	0.0002
O	8.3961	1.9247	20.5977	0.0005	-0.0005	-0.0007
O	2.0605	4.281	18.4284	0.0007	-0.0005	0
O	6.9875	2.8106	10.6533	0.0021	-0.0001	-0.0016
O	4.9196	2.6886	12.2374	0.0018	-0.0004	0.0005
O	6.1158	4.3676	16.4028	0.0014	0.0001	0.0001
O	4.5723	3.9158	9.9689	0.0009	-0.0009	0.0018
O	10.7333	2.7479	21.6132	0.0009	0.0002	-0.0013
O	9.8437	6.1601	14.9939	0.0008	0.0004	-0.0005
O	6.0686	6.4656	19.8882	0.0016	-0.0001	-0.0009
O	4.1386	0.1564	18.3461	0.001	0.0004	-0.0006
O	9.4198	10.5113	12.3574	0.0009	0.0004	0
O	2.9237	4.3316	12.7916	0.0019	-0.0005	-0.0006
O	1.9554	10.7014	21.2523	0.0009	-0.0002	-0.0005
O	4.0467	2.7105	19.4398	0.0008	0.0001	-0.0005
O	0.8026	10.0563	16.0802	0.0016	-0.0001	-0.0003
O	1.3369	9.7874	18.8831	0.001	0	-0.0004
O	1.766	1.6517	19.3064	0.0008	-0.0002	-0.0002
O	9.0176	10.4101	16.5994	0.0016	-0.0001	-0.0004
O	4.9448	8.5606	18.8464	0.0017	0	-0.0006
O	9.7146	8.814	10.4618	0.0013	-0.0004	-0.0005
O	6.8085	4.0612	18.9171	0.0019	0.0005	-0.0002
O	2.9273	1.681	13.4521	0.0009	0.0001	-0.0002
O	5.873	8.7602	21.3091	0.0014	0.0007	-0.0005
O	2.5632	2.4573	10.9293	0.0019	0.0006	-0.0004
O	7.6785	4.8422	21.2222	0.0005	-0.0001	0
O	5.4355	7.4778	12.6953	0	0.0008	-0.001
O	0.6249	9.0041	12.3846	0.0026	-0.0005	0
O	7.7123	1.0489	13.6376	0.0016	-0.0001	-0.0002
O	7.2158	9.6404	14.8321	0.0007	-0.0001	-0.0004
O	9.0929	4.9948	12.7168	0.0006	0.0002	0.0001
O	8.1716	8.0382	16.9769	0.0015	-0.0002	-0.0001
O	6.2568	2.5706	21.9386	0.0016	0.0007	-0.001
O	2.471	9.0183	14.2522	0.0017	-0.0012	-0.0019
O	0.5202	4.4463	11.8843	0.002	0.0002	0.0005
O	0.8759	8.3005	20.976	0.0008	0.0005	-0.0003
O	9.4518	3.7722	10.3715	-0.002	-0.0019	-0.0023
O	9.7786	2.3434	12.5612	0.0014	-0.0007	0.0004
O	7.6923	8.5369	19.4614	0.0014	-0.0001	-0.0008
O	2.9591	8.0503	11.6748	0.0014	0.0002	0.0001
O	4.0606	3.0389	15.4197	0.0012	0.0002	0.0001
O	0.8738	4.4084	14.4834	0.0013	0.0004	-0.0006
O	10.1066	3.0083	19.0266	0.0014	-0.0001	-0.0003
O	9.3204	7.7657	12.9421	0.0012	0.0002	-0.0003
O	10.5631	0.5272	20.1067	0.0013	-0.0003	-0.0009
O	6.0884	5.0257	11.9748	0.0013	-0.0002	-0.0008
O	8.2231	2.7183	17.0786	0.001	0	-0.0001
O	3.631	5.4615	16.7799	0.0009	0	0
O	5.03	9.0299	10.4225	-0.0014	-0.0024	0.0005
O	1.5472	6.6253	13.2778	0.0016	0.0017	0.0002
O	4.8767	5.4629	14.4022	0.0018	0.0006	-0.0009
O	2.075	3.8524	20.9457	0.0002	0	-0.0001
O	10.6355	1.4383	17.0157	0.001	0.0001	-0.0002
O	1.0587	6.0517	16.5658	0.002	0.0004	0.0002
O	7.378	10.9468	21.9947	0.0009	0.0001	-0.0007
O	5.9827	0.8941	19.9717	0.0016	0.0002	-0.0005
O	6.2407	10.0202	12.4838	0.0007	-0.0011	-0.0007
O	2.9466	0.523	15.6575	0.0009	0.0001	0.0001
O	7.3129	7.9759	10.9107	0.0005	0.0001	0.0007
O	10.3151	7.9873	18.7394	0.0013	0	-0.0005
O	3.5145	9.1811	16.6659	0.0012	-0.0001	-0.0004

Results
free energy: -145376.513 eV
free energy less fixed offsets of As -4856.12, O -568.88, Si -635.61 eV per atom: 4.327 eV

The program warned: the cutoff lies below the one the program advises for these potential files; the exchange-correlation potential is rough where the density is thin.
